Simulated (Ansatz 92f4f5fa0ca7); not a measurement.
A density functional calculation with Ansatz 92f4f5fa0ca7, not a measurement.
Periodic cell of 442 atoms, Si288O154, from a study of silicon, its oxide and their interface. The atomic structure is a simulated model.
Doubt: the cutoff is far below the 930 eV that the study's wrapper takes by default for these files, so forces and energies are approximate.
This geometry differs little from another in the collection (a relaxation step or a small displacement).

Settings
functional: PBE
potential files: Ansatz PAW
basis: plane waves
wave-function cutoff: 580 eV
density cutoff ratio: 5
exchange-correlation grid ratio: 1
k mesh: 1 x 1 x 1, Gamma-centred
self-consistency stop: 5e-08 eV per atom in the density residual
occupations: fixed
spin: none
net charge: 0

Cell vectors (angstrom)
a 15.4687 0 0
b 0 15.4687 0
c -3.5216 2.8321 33.4818

Atoms: element, x, y, z (angstrom)
Si -3.447 2.3852 24.6437
Si -3.598 7.189 24.6938
Si -3.53 10.3378 24.6235
Si -3.5435 -0.748 24.7041
Si 0.388 2.2477 24.5618
Si 0.2925 7.5482 24.7168
Si 0.3428 10.0111 24.7157
Si 0.3189 -0.8836 24.7746
Si 4.2621 2.3357 24.5277
Si 4.1668 7.091 24.6623
Si 4.2385 10.2386 24.7244
Si 4.2081 -0.8395 24.5884
Si -7.3845 2.3913 24.3982
Si -7.3996 7.1574 24.7325
Si -7.3844 10.3093 24.7409
Si -7.3547 -0.7834 24.6059
Si -1.5122 2.739 25.9302
Si -1.6047 6.8372 25.9611
Si -1.5984 10.5256 25.9864
Si -1.6245 -1.0156 26.0535
Si 2.3139 2.7409 25.8501
Si 2.2011 6.7657 25.9193
Si 2.2659 10.5066 25.9959
Si 2.3099 -1.0811 25.9855
Si 6.1916 2.7678 25.8235
Si 6.1086 6.7226 25.9728
Si 6.1465 10.549 26.0548
Si 6.1565 -1.0698 25.9133
Si -5.4658 2.8025 25.8122
Si -5.4786 6.8012 26.0378
Si -5.4302 10.5952 26.0099
Si -5.4727 -0.9771 26.0064
Si -1.5687 4.7758 27.2131
Si -1.6274 8.6599 27.4325
Si -1.596 12.4836 27.3303
Si -1.5696 0.9047 27.4142
Si 2.2508 4.7379 27.2025
Si 2.2883 8.6087 27.3986
Si 2.2774 12.4637 27.3293
Si 2.3154 0.8749 27.3332
Si 6.1456 4.7199 27.2366
Si 6.1382 8.6125 27.4014
Si 6.1435 12.511 27.337
Si 6.169 0.8831 27.2896
Si -5.4536 4.7512 27.2367
Si -5.4734 8.6897 27.4243
Si -5.4497 12.5395 27.3349
Si -5.4823 0.9586 27.3382
Si -3.5101 4.7592 28.63
Si -3.5467 8.6439 28.7593
Si -3.522 12.4953 28.7003
Si -3.5391 0.9122 28.7094
Si 0.3432 4.7608 28.6413
Si 0.34 8.6349 28.7292
Si 0.3426 12.4961 28.6935
Si 0.3828 0.8953 28.7173
Si 4.1975 4.7582 28.6249
Si 4.2111 8.6309 28.7424
Si 4.2095 12.4957 28.6977
Si 4.2434 0.8989 28.6893
Si 8.0794 4.7554 28.6433
Si 8.0637 8.6389 28.7453
Si 8.0805 12.5026 28.6955
Si 8.0695 0.903 28.7009
Si -3.5216 2.8321 30.063
Si -3.5216 6.6993 30.063
Si -3.5216 10.5665 30.063
Si -3.5216 -1.035 30.063
Si 0.3455 2.8321 30.063
Si 0.3455 6.6993 30.063
Si 0.3455 10.5665 30.063
Si 0.3455 -1.035 30.063
Si 4.2127 2.8321 30.063
Si 4.2127 6.6993 30.063
Si 4.2127 10.5665 30.063
Si 4.2127 -1.035 30.063
Si 8.0799 2.8321 30.063
Si 8.0799 6.6993 30.063
Si 8.0799 10.5665 30.063
Si 8.0799 -1.035 30.063
Si 1.9343 -0.0009 3.3975
Si 1.9352 3.9017 3.4055
Si 1.9466 7.7202 3.4055
Si 1.9383 -3.8691 3.4185
Si 5.785 -0.025 3.4151
Si 5.7886 3.8691 3.402
Si 5.7911 7.7561 3.4352
Si 5.7934 -3.9009 3.4318
Si 9.6789 -0.0183 3.4193
Si 9.6678 3.8716 3.4133
Si 9.6712 7.7253 3.4167
Si 9.6703 -3.8546 3.4227
Si -1.9463 0.0344 3.4072
Si -1.9293 3.8603 3.4109
Si -1.9294 7.7333 3.4078
Si -1.9297 -3.8761 3.3991
Si 1.8984 1.9543 4.7136
Si 1.9694 5.8185 4.8086
Si 2.0133 9.6428 4.7576
Si 1.897 -1.9217 4.7711
Si 5.7063 1.928 4.7388
Si 5.8026 5.8034 4.7629
Si 5.7676 9.6656 4.8687
Si 5.7953 -1.9717 4.7842
Si 9.6797 1.9263 4.7499
Si 9.6806 5.7957 4.7984
Si 9.6888 9.6683 4.7596
Si 9.6539 -1.9366 4.8279
Si -1.9294 1.954 4.8105
Si -1.9226 5.7936 4.758
Si -1.8479 9.663 4.7686
Si -2.0315 -1.9202 4.71
Si 0.0405 1.9768 6.1477
Si 0.0053 5.8242 6.124
Si 0.1293 9.6297 6.1221
Si -0.1257 -1.8737 6.0218
Si 3.7559 1.989 6.126
Si 3.9231 5.8343 6.1895
Si 3.8162 9.6556 6.3031
Si 3.8464 -1.9506 6.1242
Si 7.6757 1.867 5.9882
Si 7.7216 5.777 6.1303
Si 7.7629 9.6565 6.147
Si 7.7125 -1.9679 6.1894
Si -3.8704 1.964 6.1675
Si -3.8295 5.7685 6.1473
Si -3.8008 9.6717 6.0702
Si -3.8778 -1.9374 6.2033
Si -0.0851 0.018 7.4555
Si 0.095 3.9266 7.5154
Si 0.1752 7.7013 7.5528
Si 0.0067 -3.8152 7.3115
Si 3.7212 0.0173 7.4116
Si 3.8174 3.9071 7.5513
Si 3.9436 7.6795 7.713
Si 3.7221 -3.7987 7.6264
Si 7.5984 0.0204 7.4531
Si 7.7178 3.7558 7.3424
Si 7.792 7.7013 7.5015
Si 7.7331 -3.9002 7.5781
Si -3.9121 0.0278 7.5466
Si -3.8025 3.8922 7.6002
Si -3.7031 7.7373 7.4096
Si -3.8414 -3.9235 7.5209
Si 1.8232 -0.5577 8.6912
Si 1.9417 4.5659 8.8925
Si 2.0194 7.0476 8.9652
Si 1.7018 -2.9867 8.7309
Si 5.6029 0.3295 8.7506
Si 5.822 3.4765 8.7001
Si 5.9662 8.133 8.9596
Si 5.7171 -4.141 8.8248
Si -5.9322 0.3395 8.7345
Si -5.8598 3.473 8.6979
Si -5.6394 7.9056 8.6736
Si -5.7548 -4.3881 8.83
Si -1.9763 0.4638 8.8413
Si -1.7774 3.6532 8.9036
Si -1.7871 8.0056 8.7935
Si -1.8294 -4.2868 8.6986
Si -3.3131 12.0605 22.924
Si -1.5881 2.8321 31.4303
Si -1.5881 6.6993 31.4303
Si -1.5881 10.5665 31.4303
Si -1.5881 -1.035 31.4303
Si 2.2791 2.8321 31.4303
Si 2.2791 6.6993 31.4303
Si 2.2791 10.5665 31.4303
Si 2.2791 -1.035 31.4303
Si 6.1463 2.8321 31.4303
Si 6.1463 6.6993 31.4303
Si 6.1463 10.5665 31.4303
Si 6.1463 -1.035 31.4303
Si -5.4552 2.8321 31.4303
Si -5.4552 6.6993 31.4303
Si -5.4552 10.5665 31.4303
Si -5.4552 -1.035 31.4303
Si -1.5881 4.7657 32.7975
Si -1.5881 8.6329 32.7975
Si -1.5881 -2.9686 32.7975
Si -1.5881 0.8985 32.7975
Si 2.2791 4.7657 32.7975
Si 2.2791 8.6329 32.7975
Si 2.2791 -2.9686 32.7975
Si 2.2791 0.8985 32.7975
Si 6.1463 4.7657 32.7975
Si 6.1463 8.6329 32.7975
Si 6.1463 -2.9686 32.7975
Si 6.1463 0.8985 32.7975
Si -5.4552 4.7657 32.7975
Si -5.4552 8.6329 32.7975
Si -5.4552 -2.9686 32.7975
Si -5.4552 0.8985 32.7975
Si 0 1.9336 0.683
Si 0 5.8008 0.683
Si 0 -5.8008 0.683
Si 0 -1.9336 0.683
Si 3.8672 1.9336 0.683
Si 3.8672 5.8008 0.683
Si 3.8672 -5.8008 0.683
Si 3.8672 -1.9336 0.683
Si 7.7343 1.9336 0.683
Si 7.7343 5.8008 0.683
Si 7.7343 -5.8008 0.683
Si 7.7343 -1.9336 0.683
Si 11.6015 1.9336 0.683
Si 11.6015 5.8008 0.683
Si 11.6015 -5.8008 0.683
Si 11.6015 -1.9336 0.683
Si 0 0 2.0503
Si 0 3.8672 2.0503
Si 0 7.7343 2.0503
Si 0 -3.8672 2.0503
Si 3.8672 0 2.0503
Si 3.8672 3.8672 2.0503
Si 3.8672 7.7343 2.0503
Si 3.8672 -3.8672 2.0503
Si 7.7343 0 2.0503
Si 7.7343 3.8672 2.0503
Si 7.7343 7.7343 2.0503
Si 7.7343 -3.8672 2.0503
Si 11.6015 0 2.0503
Si 11.6015 3.8672 2.0503
Si 11.6015 7.7343 2.0503
Si 11.6015 -3.8672 2.0503
Si -6.73 0.9339 17.1698
Si 1.3862 7.3297 12.0329
Si -5.0486 -1.1968 18.2612
Si -0.3005 -3.2736 11.074
Si 5.6441 4.3045 11.5949
Si 4.717 12.4079 17.1878
Si 6.8719 6.9287 11.8492
Si 7.2027 1.8123 12.753
Si 9.6052 5.6785 10.921
Si -1.2779 5.9058 11.1671
Si -0.1682 -4.4756 15.9343
Si 6.5972 -4.898 15.6894
Si -3.729 6.0515 12.9905
Si 3.0055 3.5538 14.4915
Si -0.1499 4.3871 19.1337
Si -1.1497 -0.4052 11.6331
Si 5.7775 -0.2046 17.2395
Si 5.9101 7.4868 15.983
Si -0.485 -5.7665 13.0473
Si -5.6035 1.941 14.4948
Si -5.5511 -1.8061 13.6467
Si -2.5397 0.263 16.9887
Si 5.7139 -1.8974 11.0335
Si -1.2951 9.8074 18.5297
Si 8.366 -0.5137 11.3974
Si -7.1029 3.6263 21.405
Si -3.4878 9.08 13.0447
Si -5.4917 -4.4083 11.8094
Si 4.7489 0.9428 14.4794
Si 2.6241 3.1477 11.6099
Si -7.8251 6.5519 21.7547
Si -6.3746 12.3673 16.1022
Si -4.426 4.4837 20.3312
Si 7.9818 9.4426 13.4345
Si -0.1286 7.4161 20.0422
Si -3.2887 0.158 13.958
Si 3.4665 11.2317 19.7514
Si -4.6069 4.7014 15.6722
Si -5.0819 -5.6664 15.4693
Si 3.3474 -1.3617 12.9885
Si 0.9582 3.8476 21.851
Si 3.3467 6.7283 17.2643
Si -0.1454 12.2172 22.6195
Si 3.5012 6.5979 14.4017
Si 4.7192 2.1032 18.8496
Si 2.4133 3.7349 17.4593
Si 2.122 -2.5787 15.5976
Si 4.6633 12.3966 22.3961
Si -2.9016 4.8986 22.8126
Si -5.8559 7.2466 19.5811
Si -2.9212 3.3127 17.9772
Si 1.7042 0.2215 10.931
Si -7.9781 3.322 18.5511
Si 2.8035 8.223 19.8929
Si 4.6431 6.3301 21.7061
Si 0.4828 12.0638 19.6298
Si -7.6458 12.4393 22.3901
Si -0.2404 -1.786 17.0528
Si -7.117 6.0449 17.1812
Si 4.0244 3.3701 21.517
Si -5.2609 12.1513 20.3896
Si -0.1987 6.3282 22.7877
Si -4.4707 9.7149 18.519
O -5.6193 -3.7254 10.3348
O 0.696 8.6253 12.7404
O 2.0214 7.6425 10.5402
O 1.1359 -3.3206 10.2732
O 5.6817 1.9098 9.246
O 5.3301 -0.6254 10.0744
O 1.8136 3.9871 10.4613
O 7.279 -1.7318 11.4588
O 9.3219 4.3572 10.0396
O 5.7699 -5.7268 9.2587
O 5.6006 -3.3026 10.2331
O 2.6725 -2.3901 14.0672
O 9.3267 -0.5975 10.0809
O 3.3234 -2.4355 16.6673
O -1.879 2.0524 9.323
O -2.0086 -0.408 10.2379
O 2.4101 3.3603 21.3314
O -1.5885 -3.4048 10.0688
O 3.7621 4.9907 14.396
O -1.9051 8.9907 12.722
O -6.7716 7.2574 18.2249
O -4.0715 -1.2751 14.0865
O 1.0313 -1.4433 16.0657
O 2.7368 7.7894 18.3221
O 6.3018 7.5416 10.4532
O -1.8186 9.6052 9.2122
O 6.034 4.4573 10.0115
O 4.945 0.2627 15.9295
O -2.1991 5.7885 12.5023
O -0.4709 9.9171 17.1226
O 1.0933 5.4248 22.3031
O -5.318 3.4575 14.943
O 4.1972 0.7376 24.1135
O -0.5825 -1.9096 11.923
O 2.0658 3.3173 13.1523
O 4.7204 -1.9705 12.3297
O 9.1138 9.1626 14.6187
O -0.2211 -4.4855 12.1172
O -5.0701 5.8217 19.6742
O 4.1501 6.2245 23.2637
O 1.2408 8.2575 20.3506
O 0.5147 -2.9047 21.1762
O 4.2124 8.6757 24.1943
O 7.188 8.0946 12.9552
O -3.1058 4.8898 21.1995
O -0.1036 3.7056 20.6208
O -7.4882 3.0474 22.8797
O 0.3432 0.6456 24.1443
O -0.8074 7.1689 21.5131
O -3.4932 0.8065 24.0799
O 6.1015 7.0772 21.6402
O -7.3416 11.1512 23.3356
O -5.3914 6.919 9.9715
O 5.9164 3.0435 18.2635
O 0.4256 2.968 23.0958
O 6.1341 0.9562 13.6335
O -5.2243 10.9902 19.2299
O 4.1425 3.7119 11.6597
O -3.6504 -1.9 23.513
O -7.3379 6.3567 23.3005
O -7.6278 2.8139 20.082
O 4.4018 3.086 23.0727
O -7.7127 4.8656 18.1408
O -3.796 6.1144 23.4491
O -1.7543 12.0852 22.4411
O -4.2305 11.7766 21.6011
O -5.7465 5.5873 16.4246
O -5.4806 3.7611 21.3434
O 4.9565 7.0096 17.2182
O -7.4116 8.736 24.2624
O -0.5821 -5.2412 14.5758
O -7.6475 11.3898 16.4278
O 0.2717 -2.0116 23.5833
O 0.1763 -2.2034 18.5786
O 4.5941 2.2531 20.4733
O -5.1481 -4.0424 15.5825
O 3.1171 5.1843 17.7258
O 5.2588 -4.0366 15.9978
O -1.3516 5.2169 23.2087
O 4.5212 11.5474 18.5521
O -7.3768 0.7754 24.0754
O 6.8908 -4.9832 14.0798
O 0.1695 0.5599 11.4495
O 9.2859 -0.6426 12.7157
O -9.2255 -2.9866 22.0015
O 0.4135 10.7953 23.2358
O 0.9769 3.7024 18.1955
O 5.1103 0.5453 18.5332
O 9.6681 1.9113 9.2282
O -8.1357 0.1583 16.974
O -4.8094 -1.8863 19.7202
O 3.8119 12.1869 21.0276
O 1.954 11.5057 19.2303
O -3.3281 3.4292 23.3707
O 8.6613 -5.3287 12.131
O -3.5658 8.7426 24.0722
O 0.1242 5.9984 19.2645
O 6.6382 3.2639 12.3311
O 2.2918 -1.0362 11.799
O -7.811 5.0582 21.1457
O -1.093 -0.429 17.2426
O 4.1972 -1.7183 23.1863
O 9.6257 0.9533 15.7914
O 5.7702 5.7869 12.2908
O 7.5976 0.9289 11.433
O -9.0798 9.0364 16.2112
O -6.7674 12.3107 21.0209
O -3.729 9.4678 14.6213
O -4.1589 -5.3308 12
O -5.0272 9.301 17.0232
O -7.2475 -1.686 23.2302
O 2.6023 1.5735 11.1712
O -1.7632 7.1421 10.2018
O 2.1242 3.4861 15.863
O -4.3463 1.3625 13.6222
O -2.8898 10.0729 18.3647
O 3.5975 7.1453 20.7916
O -2.6237 0.5013 15.3899
O -6.805 7.4973 20.8981
O -4.742 8.4295 19.4844
O -2.6518 1.7252 17.7047
O -5.7657 9.4659 9.2037
O -3.4684 4.1218 16.6776
O 8.5217 2.0558 13.628
O -1.1254 8.3061 19.1257
O -3.8633 5.6199 14.5478
O -1.5757 4.0832 18.4441
O -2.1054 0.1018 12.8406
O 4.347 11.1281 23.3583
O -5.901 0.1919 18.365
O 3.3518 2.5509 18.0792
O -4.0328 3.424 19.167
O 8.8649 -2.0375 14.8812
O -4.1405 7.6151 12.8009
O 4.6837 4.8082 21.1179
O 3.5526 9.6481 20.1252
O -0.6708 10.9141 19.5497
O 8.2575 6.11 11.6872
O 3.6353 0.0558 13.715
O -3.6345 -0.8116 17.5518
O -5.9335 -2.2705 17.4118
O 4.201 2.459 14.6008
O -8.2098 6.5487 16.0593
O -4.7418 5.2354 12.0105
O 1.4151 -4.0547 15.7684
O -5.3666 -3.187 12.8456
O 5.7237 -1.8132 17.4719
O -7.0088 2.4784 17.5546
O -1.4749 4.5311 10.283
O 4.9823 7.3243 14.6088
O 2.6721 6.981 15.7797
O 0.2457 6.1661 11.7446
O -0.9857 12.3884 16.3155
O 2.6243 6.9421 13.0554

Results
free energy: -270674.887 eV
free energy less fixed offsets of O -568.88, Si -635.61 eV per atom: -11.687 eV

Forces (eV/angstrom), in the order of the atoms: element, x, y, z
Si 0.0106 0.0557 0.0194
Si 0.0342 0.036 0.041
Si -0.004 0.0489 -0.0055
Si 0.0143 -0.0445 -0.0041
Si -0.0098 0.0511 0.0614
Si 0.0029 0.0159 -0.0137
Si -0.0025 -0.043 0.0213
Si 0.0024 -0.0243 0.0336
Si -0.0054 0.0319 0.0309
Si -0.014 -0.0167 0.0298
Si -0.01 -0.0065 0.0346
Si 0.0121 -0.037 -0.0015
Si 0.0124 0.0568 0.0329
Si 0.0042 -0.0083 0.0363
Si -0.0025 -0.0097 0.0345
Si -0.007 -0.0543 0.0228
Si -0.0156 0.0134 0.0037
Si -0.0182 0.0268 0.0123
Si 0.0097 0.0424 0.0274
Si -0.0011 -0.0356 0.0192
Si 0.0188 0.025 0.0016
Si 0.0059 -0.0047 -0.0092
Si -0.0023 0.0193 0.0111
Si -0.0087 -0.056 0.0079
Si -0.0021 0.0465 -0.0011
Si 0.0057 -0.0127 -0.0183
Si 0.0065 0.017 -0.003
Si 0.0075 -0.0314 0.0135
Si 0.0002 0.0374 0.0046
Si -0.0096 -0.0083 0.0037
Si 0.0071 0.0091 0.0129
Si -0.004 -0.0472 0.0117
Si 0.0105 -0.0071 0.0029
Si -0.0041 -0.0334 -0.0122
Si -0.0063 -0.0188 -0.0157
Si -0.0118 0.0081 0.0069
Si -0.0073 -0.0089 0.0021
Si -0.0131 0.0035 0.013
Si 0.003 -0.0097 0.005
Si 0.0081 0.0271 0.0399
Si -0.0005 -0.0168 -0.0024
Si 0.0021 0.0024 0.0417
Si -0.0021 -0.0006 0.0076
Si -0.0058 -0.004 0.0351
Si -0.0064 -0.0099 -0.0055
Si 0.0015 0.0059 0.0121
Si 0.0053 -0.0004 0.0088
Si 0.0107 0.0074 0.0346
Si 0.0017 -0.0091 0.0032
Si 0.0008 0.0003 -0.0007
Si -0.0019 0.0125 0.0017
Si 0.0049 -0.0021 0.0062
Si 0.0022 -0.0089 0.0047
Si 0.0107 0.0105 0.0079
Si 0.0031 0.0062 -0.002
Si 0.0063 -0.0108 0.0099
Si 0.0021 -0.0099 0.0048
Si 0.0093 0.0009 -0.0044
Si -0.0004 0.0059 0
Si -0.0049 -0.0044 0.0122
Si 0.0022 -0.0025 0.0072
Si -0.0089 0.0004 -0.0113
Si -0.0012 0.0053 0.0003
Si -0.0044 -0.007 0.0161
Si 0.0124 0.2054 -0.0981
Si -0.0318 -0.293 -0.0798
Si -0.0771 0.1987 0.3294
Si -0.029 0.0108 -0.0112
Si 0.0434 0.1391 -0.1256
Si 0.0165 -0.2111 -0.1014
Si 0.0167 0.0833 0.1496
Si 0.0695 -0.0801 0.0623
Si -0.0161 0.1065 -0.2514
Si -0.0009 -0.3026 -0.1056
Si 0.0295 0.0983 0.1794
Si 0.0179 0.0189 -0.041
Si -0.0662 0.1019 -0.1146
Si 0.024 -0.2565 -0.0751
Si -0.0689 0.1682 0.2051
Si 0.0179 0.0245 0.0053
Si -0.0062 -0.0041 -0.0037
Si 0.0015 -0.0015 -0.0033
Si 0.0028 0.001 0
Si -0.0011 0.0094 -0.001
Si 0.0001 -0.0117 -0.0059
Si 0.0025 0.0039 -0.0038
Si 0.0054 0.0003 -0.0023
Si 0.0027 0.0049 -0.0034
Si -0.006 -0.0115 -0.0005
Si 0 0.0094 -0.0012
Si -0.0044 -0.0046 -0.0034
Si -0.0021 -0.0005 -0.0041
Si 0.005 -0.009 0.0027
Si 0.003 0.0051 -0.0024
Si 0.0048 -0.0068 -0.002
Si -0.0029 0.0063 -0.0006
Si -0.0046 0.016 0.0085
Si 0.01 -0.0005 0.0062
Si -0.0012 -0.005 0.0082
Si 0.0039 -0.0108 -0.004
Si 0.029 0.0004 0.0132
Si -0.0025 -0.0023 0.001
Si 0.0179 -0.0048 0.0014
Si -0.0115 0.0105 0.0045
Si 0.0132 0.0003 0.0022
Si 0.0062 -0.0018 0.0066
Si 0.0039 -0.0024 0.0149
Si 0.0043 0.0127 0.0035
Si -0.019 -0.0015 -0.0018
Si 0.0017 0.0044 0.001
Si -0.0276 -0.0002 0.0136
Si 0.0162 0.0037 0.0043
Si 0.0252 -0.0108 -0.0286
Si -0.0105 -0.0003 0.0011
Si 0.0138 0.0059 -0.0137
Si -0.0145 0.0274 -0.0011
Si -0.019 -0.0118 -0.0109
Si -0.0044 -0.0046 -0.002
Si -0.014 -0.0045 -0.0145
Si 0.0081 0.0126 0.0014
Si -0.0285 0.0137 -0.0364
Si 0.0051 -0.001 -0.0059
Si -0.0064 0.003 -0.0413
Si -0.0006 -0.0148 0.0027
Si 0.0085 0.0045 -0.041
Si -0.005 -0.0079 -0.0018
Si 0.0081 0.0042 -0.0516
Si -0.0065 0 0.0045
Si -0.037 -0.0316 0.0235
Si 0.0053 0.0281 0.0086
Si 0.0031 -0.0036 -0.01
Si 0.0084 -0.0035 0.003
Si 0.0162 -0.0175 0.0052
Si -0.0206 0.0248 -0.0042
Si -0.0121 -0.0077 -0.0121
Si -0.0118 0.0099 -0.0038
Si 0.0137 -0.0301 0.0239
Si -0.0046 0.019 0.004
Si -0.0103 -0.0231 -0.0007
Si 0.0072 0.0335 0.0133
Si -0.0079 -0.0385 0.0138
Si -0.0105 0.0381 -0.0079
Si -0.0159 -0.034 -0.0041
Si -0.0003 0.0333 0.0136
Si 0.0029 0.0057 -0.0038
Si 0.0116 0.0252 -0.0041
Si -0.005 -0.0486 -0.0165
Si 0.0167 0.0107 -0.0236
Si -0.021 -0.0466 -0.0433
Si 0.0069 0.0092 -0.0224
Si 0.0143 0.0206 -0.0108
Si 0.013 0.0016 -0.0029
Si 0.0114 -0.0549 -0.0332
Si 0.034 0.0617 -0.0124
Si 0.0151 0.0056 0.0151
Si -0.0055 -0.0086 -0.0234
Si 0.0278 -0.0128 -0.0661
Si -0.0121 0.0064 0.0166
Si -0.0078 -0.004 0.0087
Si -0.0193 0.0136 -0.0231
Si 0.0082 -0.011 0.0015
Si -0.0001 0.0272 -0.0113
Si 0.0099 -0.0915 -0.0051
Si -0.009 0.0437 0.0094
Si -0.0119 0.0294 -0.0072
Si -0.0049 0.0513 -0.0099
Si 0.0145 -0.0855 -0.0036
Si 0.0034 0.0465 0.0127
Si -0.0052 -0.0204 0.0106
Si 0.0132 0.1086 -0.0072
Si -0.0243 -0.119 -0.0038
Si 0.0036 0.0701 0.017
Si -0.0029 -0.0427 0.004
Si 0.011 0.0689 -0.0067
Si 0.0019 -0.1187 0.0066
Si 0.011 0.0558 0.0227
Si -0.0009 -0.0214 0.0073
Si -0.0008 -0.0126 0.0059
Si 0.0003 0.0278 -0.0026
Si 0.0074 -0.0164 0.0028
Si 0.0095 -0.0137 -0.0006
Si 0.0086 0.0052 0.0126
Si -0.006 0.0081 -0.0125
Si 0.0178 -0.0001 0.0198
Si -0.0272 -0.0039 -0.0057
Si 0.0145 0.0159 0.0147
Si 0.0107 0.0372 -0.0032
Si 0.0034 -0.0299 0.0116
Si -0.0073 -0.0204 -0.0017
Si -0.0231 0.0137 0.0201
Si 0.0021 0.0362 -0.0129
Si -0.0238 -0.0144 0.0149
Si 0.0028 -0.0305 -0.013
Si 0.0339 -0.0149 -0.0074
Si -0.0265 -0.022 -0.0256
Si -0.0056 0.0102 -0.0105
Si 0.0155 0.0047 -0.0096
Si 0.0143 -0.0009 -0.0004
Si 0.0362 -0.0201 -0.029
Si -0.0245 0.0149 -0.0076
Si -0.0006 0.0224 -0.0131
Si 0.0102 0.0134 -0.0036
Si -0.0505 -0.0205 0.0008
Si 0.0445 0.0088 -0.0079
Si -0.0449 0.0107 0.0093
Si -0.0701 -0.0136 -0.0164
Si 0.0215 -0.0264 -0.0037
Si -0.0572 0.019 -0.0146
Si 0.0776 0.0162 0.0034
Si -0.0654 -0.0112 -0.0634
Si 0.0168 0.0831 -0.0929
Si 0.0612 -0.043 -0.0515
Si 0.0899 0.0084 -0.0696
Si -0.0139 -0.1149 -0.1721
Si -0.0563 0.0874 -0.178
Si 0.0845 -0.0304 -0.0917
Si 0.0154 0.012 -0.0039
Si -0.0037 0.0018 0.1034
Si -0.0168 -0.0036 -0.0216
Si -0.0655 0.0583 0.1079
Si -0.0353 -0.0691 0.1107
Si -0.0296 0.0668 -0.1462
Si 0.007 0.0118 -0.0353
Si 0.0023 0.0224 -0.0442
Si -0.0405 -0.0907 -0.0516
Si 0.0039 0.0038 -0.0025
Si 0.0026 -0.0069 -0.0182
Si 0.0029 -0.0022 -0.0023
Si -0.008 0.0242 0.0103
Si -0.0083 -0.0014 0.0196
Si -0.0015 0.0008 -0.001
Si 0 -0.0112 -0.0039
Si -0.01 0.0176 0.0071
Si -0.002 0.0153 0.0052
Si 0.0177 -0.0028 0.0041
Si -0.007 0.0033 -0.0031
Si -0.0055 0.0038 0.0046
Si 0.002 -0.005 -0.0055
Si -0.0002 -0.009 -0.0045
Si -0.0001 -0.0014 -0.008
Si -0.001 -0.0161 -0.0001
Si -0.0125 0.0009 -0.0146
Si -0.0029 0.0025 0.0077
Si 0.0137 -0.0033 0.0119
Si -0.005 -0.005 0.0129
Si 0.0012 -0.0088 0.0011
Si 0.0149 0.0087 -0.0225
Si -0.0001 0 0.013
Si 0.0056 0.0075 -0.0067
Si -0.0128 -0.0223 -0.0067
Si -0.0097 -0.0053 -0.0003
Si -0.0022 -0.0069 0.01
Si 0.0048 0.0168 -0.0073
Si -0.0103 -0.009 0.0093
Si -0.0183 -0.0022 -0.0407
Si -0.0014 -0.0161 0.0098
Si 0.0108 0.0034 0.0079
Si 0.0161 -0.0062 0.0013
Si -0.0118 -0.0153 0.0018
Si -0.0024 -0.0069 -0.0007
Si 0.0281 0.0036 0.0225
Si 0.0026 0.01 -0.0079
Si 0.0085 -0.0023 -0.0007
Si 0.0012 0.0034 0.0116
Si 0.0022 -0.0034 -0.007
Si 0.0039 -0.0059 -0.0165
Si 0.0027 0.0011 -0.0076
Si -0.0266 -0.0299 -0.0243
Si -0.0113 -0.0013 0.0039
Si -0.0038 0.0011 -0.0095
Si -0.0029 -0.0071 0.001
Si -0.0021 0.0123 -0.0026
Si 0.0112 -0.0084 -0.0158
Si -0.0042 0.006 0.0094
Si -0.0007 -0.0137 -0.012
Si 0.0032 -0.0016 -0.0054
Si 0.0218 0.0128 0.0199
Si -0.0012 -0.0037 -0.0012
Si 0.0046 -0.0117 -0.0154
Si -0.0094 -0.0042 -0.0047
Si -0.0035 0.0082 0.0034
Si 0.0044 -0.0086 -0.0243
Si 0.0064 0.0041 -0.0036
Si -0.0005 -0.0125 0.0027
Si 0.0062 0.0072 -0.0087
Si 0.0005 -0.001 0.0149
Si 0.0012 0.0006 0.013
Si -0.006 0.0142 -0.0104
O 0.0081 -0.0027 0.0299
O -0.0105 0.0106 0.0002
O -0.0121 0.0174 0.0539
O -0.0228 -0.0133 0.0261
O 0.0132 0.0257 0.0295
O 0.0007 -0.0168 0.0236
O 0.0444 -0.0473 0.061
O 0.0148 0.0157 -0.0076
O -0.009 0.0023 0.0089
O -0.0037 -0.0124 0.0112
O -0.0001 0.0064 0.0068
O -0.0046 -0.0041 0.0148
O -0.0129 0.0023 0.0213
O 0.0038 -0.004 0.007
O 0.0053 0.0112 0.0131
O 0.0078 -0.0099 0.0455
O -0.0041 0.0031 0.0212
O 0.014 0.0081 0.0205
O 0.0005 -0.0005 -0.001
O -0.0003 -0.0009 -0.0027
O -0.0033 -0.0011 0.0007
O -0.0032 0.0028 -0.0037
O 0.0064 0.0001 -0.0007
O 0.0011 0.0004 0.0157
O 0.0059 -0.0115 0.0302
O 0.0151 -0.0215 0.014
O -0.0042 0.009 0.0277
O 0.0116 0.0026 0.004
O -0.0227 0.0003 0.0096
O 0.0018 0.0016 0.0026
O 0.008 -0.0087 0.0032
O 0.0075 0.0126 0.0064
O -0.0026 -0.0016 -0.0042
O -0.0001 0.0081 -0.0073
O 0.0038 0.0034 0.0133
O -0.0142 0.0026 0.002
O 0.0066 0.0074 0.004
O -0.0016 -0.0266 0.0039
O -0.0075 0.0145 0.0104
O 0.0144 0.0012 -0.0436
O 0.0093 -0.0006 0.0119
O 0.007 -0.0015 -0.0136
O 0.0071 0.0087 -0.0153
O 0.0103 0.0234 0.0115
O -0.0087 -0.004 -0.009
O -0.0036 0.007 0.012
O -0.0015 0.0154 -0.0522
O 0.0022 -0.0313 -0.0158
O -0.0007 0.0065 -0.0057
O -0.0072 -0.0126 -0.0212
O -0.0047 -0.0021 0.0128
O 0.0048 0.011 -0.0172
O -0.0001 -0.0221 0.0121
O 0.0016 -0.0042 0.0086
O 0.009 0.0229 -0.052
O -0.0045 0.0053 0.0042
O 0.0058 -0.0192 -0.0017
O 0.0087 -0.006 -0.0095
O -0.004 0.0144 0.0121
O -0.0065 0.0024 -0.0307
O -0.0024 0.0011 -0.0011
O -0.0014 0.0091 -0.0324
O 0.0071 0.0133 -0.0076
O -0.0108 -0.0174 -0.0223
O 0.0208 0.0054 0.0192
O -0.0156 0.0055 -0.0067
O -0.0122 0.002 0.0106
O -0.0014 0.003 0.0111
O 0.0035 0.0012 -0.0024
O -0.005 0.0121 -0.0159
O 0.0014 0.01 0.0098
O 0.0034 0.002 0.0035
O 0.0001 0.0005 -0.012
O -0.0011 -0.0011 0.0016
O 0.001 -0.0051 0.0015
O -0.0074 -0.0064 0.0032
O -0.0016 0.0013 0.0044
O 0.0042 -0.003 0.0016
O 0.0037 -0.0031 0.0045
O 0.0034 -0.0004 0.0029
O -0.0017 0.0003 0.0013
O -0.0012 -0.0002 0.002
O -0.0137 0.0003 -0.0059
O 0.0106 -0.0058 0.0053
O -0.0132 0.0012 0.0125
O 0.002 0.0331 -0.0168
O 0.0067 0.002 0.0068
O 0.0036 0.0013 0.0092
O -0.0264 -0.0044 0.0224
O 0.001 0.0011 0.0049
O -0.0004 0.0076 0.0064
O -0.0115 -0.0084 -0.0017
O 0.0013 -0.003 0.011
O 0.0027 0.0039 0.0003
O -0.0021 -0.0055 0.0059
O -0.0089 -0.0683 -0.0251
O 0.0017 -0.0008 0.0098
O -0.0086 -0.0033 -0.0096
O 0.003 -0.0012 0.0012
O 0.0058 0.0024 0.0192
O -0.0201 0.0104 0.0037
O -0.0038 -0.0024 -0.0037
O -0.0019 0.0003 0.0034
O -0.0027 -0.0149 -0.0083
O 0.0035 0.0037 0.0054
O -0.0008 -0.0048 0.0021
O 0.0188 -0.0028 0.0005
O -0.006 0.0002 0.0017
O -0.0013 -0.0058 0.0035
O 0.0023 0.0028 -0.0048
O 0.0038 -0.0044 -0.0248
O -0.003 0.0453 -0.0042
O 0.0065 -0.0098 0.0023
O 0.0038 0.0018 0.0056
O 0.0043 -0.004 -0.0037
O -0.0029 -0.0049 0.009
O 0.0053 -0.0005 0.0193
O -0.0058 -0.0118 0.0223
O 0.0092 0.0067 0.0049
O 0.0037 0.0015 0.0132
O -0.0007 -0.005 -0.0011
O -0.0014 -0.0034 0.0071
O -0.0058 0.0002 0.0022
O 0.0133 0.0028 -0.0002
O -0.0001 0.0039 0.0091
O -0.0076 -0.0109 0.0169
O -0.0082 -0.0056 0.0068
O -0.025 0.0065 0.0185
O 0.0022 0.019 -0.0177
O -0.005 0.0021 0.0057
O -0.0017 0.0067 0.0062
O 0.0066 -0.0047 -0.0026
O -0.0001 -0.0052 0.0088
O 0.0073 0.0142 0.0025
O -0.0029 0.0091 0.0221
O -0.0001 -0.003 0.0137
O 0.0029 -0.0032 0.0104
O -0.0074 0.0046 -0.0102
O 0.017 0.0176 0.0081
O 0.0002 0.0019 0.0037
O -0.0013 -0.0085 -0.007
O -0.0004 -0.0021 0.0011
O 0.0062 -0.0037 0.0093
O 0.0133 -0.0014 0.0106
O 0.0012 -0.0033 0.002
O -0.0039 0.0154 0.002
O 0.0009 0.0059 0.0058
O 0.0028 -0.0079 0.0024
O 0.0085 0.0203 0.0107
O 0.0042 0.0006 -0.0028
O -0.0007 0.0013 0.0072
O 0.0068 0.0111 -0.0041
O -0.0022 -0.0064 0.0039
O 0.0137 -0.0011 0.0113

The program warned: the cutoff lies below the one the program advises for these potential files; the forces do not sum to zero within the program's tolerance; the exchange-correlation potential is rough where the density is thin.
